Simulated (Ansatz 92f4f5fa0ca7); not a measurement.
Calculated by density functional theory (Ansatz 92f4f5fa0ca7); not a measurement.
Periodic cell of 151 atoms, Si88O61N2, from a study of silicon, its oxide and their interface. The atomic structure is a simulated model.

Settings
functional: r2SCAN
potential files: Ansatz norm-conserving
basis: plane waves
wave-function cutoff: 1300 eV
density cutoff ratio: 4
exchange-correlation grid ratio: 1
k mesh: 2 x 2 x 1, shifted by 0.5 0.5 0.5 of a step
self-consistency stop: 5e-08 eV per atom in the density residual
occupations: Fermi-Dirac, 0.05 eV
spin: none
net charge: 0

Cell vectors (angstrom)
a  10.88  0  0
b  0  10.88  0
c  0  0  21.664

Atoms and the computed forces on them: element, x, y, z (angstrom), force x, y, z (eV/angstrom)
Si  -0.1679  0.9423  -0.1267  -0.5402  0.474  3.2423
Si  3.3564  2.6607  -0.3578  -1.1876  -1.1633  -0.054
Si  -0.4639  5.401  0.08  2.314  -0.1554  -1.9785
Si  2.5389  8.2305  -0.1221  0.8247  -0.1172  -1.3885
Si  5.2568  0.3066  -0.3308  -0.7109  -0.7608  -0.0195
Si  8.1662  2.794  0.4831  -0.3736  0.2247  -1.7123
Si  6.0944  5.1074  0.0434  1.0308  -1.323  -0.4439
Si  8.4946  7.9835  0.3806  1.4398  -0.308  2.7726
Si  1.6909  1.7778  1.2317  -0.5644  -1.1183  -0.6484
Si  4.2942  3.9674  1.2493  1.195  1.0744  -0.6745
Si  1.3515  6.8368  1.266  -1.395  -0.1895  -0.5279
Si  4.0829  9.4157  1.1655  0.9418  0.8043  0.3331
Si  6.7441  1.223  1.3741  1.3387  -1.1216  -1.0514
Si  9.6435  4.0927  1.6596  0.1586  -2.0642  0.4003
Si  6.9821  6.5654  1.5549  -2.2858  3.1262  -1.0653
Si  9.9005  9.9525  1.4326  -1.8273  -0.9215  -1.0977
Si  0.2753  2.7443  2.8021  -0.7987  0.0053  0.9489
Si  2.9258  0.0957  2.662  -0.9068  -0.4221  -1.7422
Si  0.184  8.3912  2.6328  -0.0768  -0.8964  0.9837
Si  2.9049  5.525  2.3755  -0.5417  -0.6788  1.1017
Si  5.7443  2.6721  2.6724  -1.2345  1.7969  0.6136
Si  8.204  -0.0356  2.8613  0.4872  0.2998  -0.572
Si  5.3946  8.035  2.8034  0.3378  -0.6848  -1.2564
Si  8.3771  5.4982  2.7488  0.7808  0.0779  3.2478
Si  1.6202  4.2008  4.0503  -1.5381  0.726  -1.2581
Si  4.3888  1.2996  3.8757  -1.0232  0.7879  1.9397
Si  1.4255  9.7625  4.0281  1.4409  -1.5239  -0.2386
Si  4.0364  6.6125  4.0987  -0.31  1.2231  -0.1604
Si  6.9211  4.2164  4.0777  -0.4513  -0.7241  0.2809
Si  9.4965  1.3426  4.4018  1.1091  -0.7202  -1.3177
Si  6.9174  9.2695  4.0155  -0.3989  1.4697  -0.2224
Si  9.7501  6.8468  4.1008  -0.6073  0.5914  0.149
Si  0.2032  -0.1864  5.6348  -2.3565  1.9922  1.8523
Si  2.7218  2.7188  5.2458  1.6805  -1.2513  0.744
Si  -0.1414  5.1498  5.4415  1.7371  2.2625  -0.7194
Si  2.5631  8.0973  5.3933  0.8557  0.9065  -0.8926
Si  5.5239  -0.2039  5.2911  0.1297  0.3511  1.5185
Si  7.91  2.6205  5.4905  2.2821  1.5878  -0.068
Si  5.354  5.3253  5.5035  1.5292  0.9385  -1.7563
Si  8.2794  8.2371  5.4571  0.5209  -1.442  1.1952
Si  1.3615  1.7215  6.9127  0.7004  -1.6042  -1.7663
Si  4.0343  4.0476  6.6694  -0.4953  -2.3196  1.0403
Si  1.3029  6.7022  6.6592  -1.7592  -0.159  0.9044
Si  3.9279  9.5017  6.7812  -0.4553  0.7048  -0.4036
Si  6.9132  1.2381  6.8799  -2.7513  -0.5615  0.5342
Si  9.4009  4.0327  6.8684  -0.7166  -1.6783  0.4725
Si  6.5895  6.905  6.6212  0.9668  -0.9134  1.5123
Si  9.4963  9.2503  7.2782  0.3583  1.7232  -1.6068
Si  0.1878  2.9957  8.3387  -2.2225  -1.5397  -1.1392
Si  2.7615  0.3474  8.1417  -1.3146  -1.3414  0.2823
Si  0.1102  7.9563  8.5049  0.505  1.2154  -0.5426
Si  2.7592  5.4634  7.8702  -1.5333  0.1714  1.7398
Si  5.3106  2.7284  8.2076  0.6025  -0.8479  0.4435
Si  8.1061  0.0455  8.4478  0.5754  -0.9875  0.4466
Si  5.095  8.0618  8.1366  0.7912  -0.3214  0.497
Si  8.002  5.3128  8.1861  -0.308  2.4444  0.4616
Si  1.1403  4.5275  9.6601  0.3315  0.4052  -1.1432
Si  4.3029  1.0401  9.7515  1.7291  -0.3533  -4.4055
Si  1.0222  9.9762  9.6396  2.1065  -1.2382  -2.0665
Si  3.7596  6.5988  9.6107  0.8263  -1.893  -0.8679
Si  6.1927  4.4605  9.523  -0.6187  -1.2557  1.3338
Si  9.8501  1.308  9.6651  0.2886  1.5568  -0.6197
Si  6.4323  9.3895  9.4684  -0.5966  2.0127  0.1334
Si  9.5963  6.5655  9.6569  -1.2075  -0.9055  -1.6313
Si  0.7708  4.1623  14.1755  3.4387  2.2273  0.6993
Si  -4.7163  4.8069  15.1997  1.6184  -0.0882  -1.5381
Si  -3.458  7.6014  11.8234  1.4515  -1.3437  -0.4758
Si  3.0846  4.9185  15.9552  -0.798  -0.3242  -1.453
Si  2.5906  0.0264  11.7039  -0.2492  4.1172  3.8597
Si  4.4151  1.2061  16.6774  -1.0211  1.4101  -0.796
Si  7.3055  7.9376  17.3126  -2.1859  1.0551  2.1813
Si  -7.9819  -0.4204  14.8014  -1.0331  -0.6915  0.4509
Si  7.4885  -3.6666  14.7204  2.2967  1.9231  0.3481
Si  2.5605  5.1873  11.9962  -0.6004  -0.5445  2.7041
Si  6.9433  2.9976  17.1311  1.4204  0.0271  -1.176
Si  9.1538  4.9426  16.0065  0.3455  0.0504  2.0885
Si  -5.0904  4.9205  12.3501  -0.5284  -0.8666  0.4378
Si  5.9136  -5.4467  18.7451  1.7903  2.099  -0.3034
Si  -2.3283  0.4678  17.4918  -0.2348  -1.6062  0.5711
Si  2.2949  3.134  18.2257  3.5808  -2.7085  0.7271
Si  2.2156  -2.9045  16.432  1.6114  -1.0276  -0.1555
Si  11.5357  2.5438  11.7638  -0.0052  -0.4786  0.0069
Si  -4.9846  -0.5917  18.3704  4.5601  -4.4737  1.0162
Si  9.0519  -1.6509  19.3947  -0.5514  0.2993  2.3392
Si  11.0364  4.6672  18.7265  0.1838  1.1875  -1.2532
Si  11.8779  -0.7886  19.529  2.3964  -3.1431  1.4439
Si  2.9071  6.5821  19.0309  -1.3595  0.8627  0.6575
Si  11.3212  -0.7233  16.6372  0.1192  0.3795  -4.9035
O  0.4262  0.5079  20.143  0.3617  2.4497  -0.2011
O  -1.0498  -5.8416  17.6363  0.1024  -0.3846  -1.3731
O  2.8724  3.1134  19.8444  -1.4081  2.1006  -2.8142
O  6.0078  -0.3001  19.9977  -0.1734  0.3948  -0.7868
O  -0.3838  4.5495  20.2171  -0.5558  1.3894  2.7224
O  12.2291  5.9377  18.8623  -0.5574  -1.7641  0.2446
O  2.9926  6.8335  -0.9437  0.4081  0.7975  -2.4482
O  8.1609  -2.1561  20.7151  0.1101  1.2699  -3.8929
O  -2.0905  -4.49  15.3476  -0.6323  -0.3604  0.0021
O  7.06  3.793  21.1989  1.4063  -1.0927  2.052
O  9.4347  1.9554  -0.2886  -0.2593  -0.1889  -0.3664
O  6.2787  5.909  20.288  -0.8733  -0.7267  -1.0482
O  2.356  9.4132  20.3233  -2.517  0.4169  -0.0428
O  9.4607  6.6591  0.1012  -0.9666  1.3763  -1.2634
O  11.6011  3.0715  18.3558  -1.2679  2.1114  0.116
O  -0.1229  5.5093  9.9851  0.6857  -0.6755  0.684
N  1.5641  3.8879  11.1997  2.6776  0.4303  -0.7277
O  3.7097  1.168  11.1935  -0.9333  -1.119  2.3215
O  1.2276  1.0131  11.7324  1.2525  0.1512  0.2436
O  2.1845  9.6814  10.8776  -1.8626  -2.1676  -2.6325
O  -0.3934  10.6977  9.9679  0.381  0.2551  0.9148
O  4.7958  5.2938  9.9349  0.429  1.4695  -0.8687
O  2.6893  6.3391  10.8809  -0.0419  1.3658  -0.6404
O  8.0408  7.8985  13.3486  -1.3237  -0.2015  -1.9052
O  6.3092  3.9156  11.1604  0.3398  0.5929  -0.8095
O  10.1485  2.4716  10.9088  -0.7891  -1.7092  -0.1105
O  -9.4981  10.8024  15.3843  -0.1012  0.7391  0.5392
O  6.5972  8.7774  11.0058  1.6746  -0.733  0.6299
O  8.6394  6.7991  10.9197  -1.3118  2.3832  1.8367
O  -6.2132  0.0548  17.7673  -2.7938  1.0562  -1.3604
O  4.1709  5.2509  12.6616  -1.855  -1.5835  -0.965
O  2.9477  -0.57  13.1772  -0.0969  0.6117  0.2239
O  8.6635  -2.4769  18.1178  -0.1162  -1.4906  -1.8297
O  -8.371  -4.4255  15.8207  0.3185  -0.2807  -0.1751
O  -4.4651  6.389  12.0752  -0.6278  -0.3341  0.1315
O  -2.1416  10.7918  19.0541  1.044  0.3888  -0.5488
O  5.2737  10.5899  9.5965  0.2465  0.2948  1.1256
O  5.7312  -8.6985  16.4702  -1.5117  -0.8923  0.2679
O  10.4282  4.405  15.1533  -0.831  0.3761  0.4552
O  2.7032  -3.0156  18.003  -0.266  -0.0003  -0.321
O  -1.0748  0.0596  16.4585  1.0145  -1.1647  1.8734
O  6.3582  4.1611  13.7303  -1.0369  0.6617  -1.5797
O  0.38  -7.9297  13.2844  -0.6036  -1.6449  -0.3423
O  6.1084  -4.4656  14.8421  1.0071  -0.122  0.0622
O  4.1048  1.3481  20.6511  1.9256  -1.4134  2.132
O  13.5048  -6.3847  17.4224  1.1192  -0.9604  1.1163
O  2.1912  3.7762  15.0627  -0.2678  2.1494  -0.4422
O  0.7104  -2.3392  16.2089  -1.2256  0.5533  1.2714
O  4.7286  4.6863  15.8678  -2.2645  -0.351  0.5977
N  7.615  4.0776  15.9676  -0.9369  1.2291  0.3347
O  6.8999  6.3782  17.7359  0.0322  -0.685  -0.4826
O  7.3636  8.5043  15.7181  -0.2054  -1.9124  2.3862
O  7.1076  10.6606  17.2284  -0.8377  -0.016  0.7628
O  -4.8192  -2.2805  18.2427  0.1265  2.3404  -0.7882
O  1.2266  -0.5398  17.9894  0.4854  0.7304  0.0678
O  1.3346  -5.4275  13.1906  1.2351  -1.1101  0.1785
O  -0.2477  -1.7655  19.7422  -0.9756  -1.7841  -0.2378
O  4.4337  6.1598  18.6383  -0.1713  -2.3279  -0.5193
O  3.1422  -1.8541  15.5809  0.5904  0.088  -0.208
O  -6.7906  0.672  15.1327  -0.7592  -0.3022  1.8924
O  6.4  3.8386  18.3619  -1.9212  2.7561  1.8761
O  -2.7262  -8.8841  17.4313  1.1231  0.9307  0.7671
O  3.0677  1.8677  17.3905  -0.2727  1.8583  0.3646

Results
free energy: -39234.182 eV
free energy less fixed offsets of N -289.75, O -463.61, Si -117.95 eV per atom: 5.128 eV
pressure: -2.26 GPa
stress xx, yy, zz, yz, xz, xy (GPa, positive in tension): 3.41, 1.51, 1.84, -0.84, -1.5, -0.06
